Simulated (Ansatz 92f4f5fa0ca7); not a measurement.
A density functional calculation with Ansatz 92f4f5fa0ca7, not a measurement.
Periodic cell of 173 atoms, Si99O74, from a study of silicon, its oxide and their interface. The atomic structure is a simulated model.

Settings: functional PBE; potential files Ansatz PAW; basis plane waves; wave-function cutoff 700 eV; density cutoff ratio 5; exchange-correlation grid ratio 2; k mesh 2 x 2 x 1, shifted by 0.5 0.5 0.5 of a step; self-consistency stop 5e-08 eV per atom in the density residual; occupations Fermi-Dirac, 0.05 eV; spin none; net charge 0.

Cell vectors (angstrom)
a	11.5983	0	0
b	0	11.5983	0
c	-4.6839	-6.1631	23.0071

Atoms and the computed forces on them: element, x, y, z (angstrom), force x, y, z (eV/angstrom)
Si	2.049	8.8374	0.6502	0.2467	0.5854	-0.2774
Si	9.7348	4.0988	-0.4616	0.1492	-0.0671	-0.4834
Si	13.0326	6.434	-1.7086	0.3552	-0.1626	-0.0517
Si	5.6235	8.9609	-0.1136	0.4736	0.4563	-0.7912
Si	4.2466	-0.7347	-2.1388	0.1835	-0.1792	-0.1023
Si	3.5501	6.8359	0.2801	-0.2423	-1.1002	1.0372
Si	9.5374	8.9926	0.068	0.0441	0.4523	0.1564
Si	7.9005	2.1306	-0.1042	-0.3871	-0.3814	0.0062
Si	5.9881	6.527	-0.4196	-0.9341	0.1241	0.0051
Si	3.9905	9.7029	1.4999	-0.1115	0.0212	-0.1754
Si	3.5387	1.4918	0.1421	0.1892	-0.2474	-0.1954
Si	5.5311	3.5845	-1.1867	-0.0577	0.2298	-0.52
Si	8.2523	5.9776	0.0248	0.2305	0.5277	0.7249
Si	7.5699	-2.0206	1.2383	0.0576	-0.1538	-0.0243
Si	11.6993	4.9405	0.4159	0.2081	0.2343	0.7012
Si	11.502	9.4842	1.4706	0.0225	-0.4384	-0.2808
Si	12.9294	2.1241	-0.1428	-0.003	-0.1531	-0.1707
Si	12.2336	4.7707	-4.1679	0.0783	-0.061	-0.3087
Si	3.9081	8.0365	3.1309	0.1051	0.0095	0.0599
Si	3.9121	0.3851	2.2302	0.3893	-0.2388	0.1857
Si	3.7841	5.7589	2.5	-0.3315	-0.1686	-0.3382
Si	7.6665	8.0161	2.9939	0.0282	-0.0728	0.0551
Si	7.6308	0.1231	2.2816	-0.0312	-0.0891	-0.2541
Si	7.7908	5.6884	2.468	0.1337	-0.0188	0.0713
Si	11.5749	7.9215	3.1437	-0.3031	-0.2432	0.1935
Si	11.6945	0.2285	2.1186	-0.0604	0.1734	-0.4337
Si	11.5951	5.5577	2.7121	-0.0111	0.249	0.0432
Si	1.9378	8.373	4.3423	0.2087	-0.0079	-0.1267
Si	1.9689	0.6729	3.5457	0.1253	0.1093	0.2352
Si	1.9699	4.9807	3.8918	0.187	0.1338	0.0758
Si	5.8147	8.3902	4.3941	-0.1613	-0.1229	-0.1135
Si	5.7795	0.6056	3.6685	-0.1327	0.0265	0.4536
Si	5.7558	4.9174	3.6159	-0.1041	0.1372	-0.0416
Si	9.5972	8.3547	4.287	0.0539	-0.1642	-0.0318
Si	9.6891	0.6303	3.3937	-0.0099	0.055	0.2869
Si	9.6239	4.9018	3.8358	-0.0475	0.0735	-0.1051
Si	1.918	6.5427	5.8016	-0.1649	0.0399	0.2272
Si	2.0153	-1.066	5.1731	0.0064	-0.3196	0.0536
Si	2.013	2.7887	4.815	0.0492	0.1482	0.0427
Si	5.6653	6.4044	5.6009	0.1826	0.1553	0.009
Si	5.8011	-1.1267	5.4288	0.053	-0.2655	-0.2004
Si	5.7411	2.7617	4.7299	0.0308	0.0361	0.1323
Si	9.5867	6.4727	5.6666	-0.1157	0.1604	0.1806
Si	9.7038	-1.0892	5.139	0.013	0.0623	-0.1205
Si	9.6704	2.689	4.7033	-0.0149	-0.012	0.0964
Si	3.8732	6.5325	7.2155	0.0803	-0.0468	-0.0344
Si	3.8014	-1.141	6.721	-0.0745	0.03	-0.1269
Si	3.9093	2.8145	6.3213	-0.0993	-0.0205	-0.0469
Si	7.5815	6.4245	6.9354	-0.1434	-0.1722	-0.1173
Si	7.8655	-1.335	6.6234	0.0859	-0.116	-0.1615
Si	7.6937	2.6478	6.0287	0.0678	-0.1377	-0.219
Si	11.4802	6.6842	7.0979	0.1257	-0.1641	-0.0995
Si	11.6743	-1.0763	6.4319	-0.0884	0.0573	-0.1207
Si	11.6351	2.8172	6.0873	-0.0066	0.0897	0.0694
Si	3.8502	0.9366	7.7688	0.0841	0.0362	0.1486
Si	3.9462	4.3424	8.2939	-0.3271	-0.1111	-0.0413
Si	3.8239	8.7585	8.446	-0.0233	0.0335	-0.1414
Si	7.7088	0.7846	7.4794	0.0094	0.1609	0.2403
Si	7.6415	4.2188	7.7705	0.0259	-0.1636	0.0517
Si	7.728	8.3972	8.2873	-0.1839	0.2323	-0.3931
Si	1.9219	1.2967	9.1384	-0.1811	0.1502	0.2694
Si	11.5767	4.4271	7.9117	0.0214	0.0054	-0.154
Si	-0.0528	8.9527	8.191	0.0073	0.406	-0.2991
Si	11.7729	0.9554	7.5067	0.0077	0.0343	0.1122
Si	9.6067	3.4897	8.8155	0.1616	-0.3435	0.0114
Si	1.7315	9.1576	9.6942	0.281	-0.0471	0.1713
Si	5.8771	0.9116	8.9725	0.0359	-0.2022	-0.4572
Si	6.0105	3.388	9.3511	0.212	0.1376	0.3557
Si	5.8869	9.8476	9.2747	0.0537	-0.2903	0.4296
Si	9.7361	1.1768	8.5653	0.038	0.0322	0.0571
Si	1.7865	3.7268	9.2844	0.1058	-0.1758	-0.1892
Si	10.0814	11.0601	10.0902	0.0466	0.6603	-0.2365
Si	8.92	0.1411	16.492	-0.0015	0.0051	-0.0807
Si	8.6661	7.5106	19.7855	0.2087	-0.0329	-0.4869
Si	8.9902	7.4381	10.1954	-0.2883	-0.0076	0.1587
Si	6.2493	7.264	15.8351	0.0736	-0.0815	0.066
Si	1.2747	4.7792	11.3371	-0.1026	-0.3149	-0.4015
Si	8.5031	3.2794	20.6617	0.0334	0.1744	0.3904
Si	0.332	0.8973	16.0931	-0.1597	0.1201	0.0814
Si	4.6347	7.4098	20.3408	-0.0325	-0.1462	-0.3932
Si	5.3117	4.4436	15.213	0.0388	0.0407	0.1262
Si	5.5541	4.3093	20.2563	0.0721	-0.0329	-0.0357
Si	8.4803	5.7536	17.4181	0.1049	0.0027	-0.1636
Si	10.2298	4.801	13.1499	0.438	-0.0064	0.2116
Si	2.2446	0.5051	13.818	-0.1063	0.1393	0.1147
Si	4.856	2.7846	17.6675	0.0454	0.029	-0.1031
Si	8.1632	4.4847	11.1358	0.2204	-0.567	-0.032
Si	7.5579	2.9604	16.4766	0.1339	0.058	-0.0025
Si	0.4587	7.6952	11.0858	0.5904	0.2963	-0.0416
Si	8.193	9.4043	14.4698	-0.0674	-0.0599	0.2307
Si	3.1472	0.137	16.7019	-0.0383	0.0053	0.0169
Si	10.8403	7.8035	13.8751	0.0394	-0.2011	0.3185
Si	0.3397	3.8652	15.5285	-0.0126	0.026	0.0943
Si	4.7626	9.2143	17.803	0.0666	-0.0904	-0.0993
Si	7.7221	9.7588	11.5888	-0.1647	0.1455	0.3261
Si	2.8742	3.5023	13.6105	-0.1945	0.1212	0.1726
Si	0.1137	7.3106	19.4927	-0.115	-0.076	-0.3608
Si	-0.2459	6.6625	16.5735	-0.0792	-0.0381	0.0496
Si	1.4363	11.2029	10.9106	0.1803	0.3724	-0.2014
O	12.8198	3.7155	0.2786	-0.2193	0.0276	-0.1108
O	14.5173	6.086	-1.0951	-0.0715	0.1811	-0.2318
O	3.7708	0.2153	-0.8966	-0.0839	0.2586	0.0325
O	5.4345	5.2113	-1.3542	0.1739	0.0617	-0.2255
O	9.924	3.8994	20.1103	0.0928	0.0377	0.0387
O	5.3285	8.7281	21.0846	0.0861	0.1425	0.4328
O	4.2263	8.0919	18.8927	0.0064	0.0307	0.1659
O	9.2075	7.3782	-0.2243	-0.0933	-0.3089	-0.0769
O	12.0572	6.3596	-0.3851	-0.0482	0.0389	-0.0271
O	4.3436	2.8625	-0.3276	-0.0325	-0.0812	-0.0614
O	9.2183	2.8629	0.5384	0.0013	-0.0202	-0.1024
O	11.8765	1.1834	0.7102	-0.1529	-0.2069	0.3577
O	7.9394	7.3992	21.2323	-0.0889	0.0576	0.3529
O	-1.2724	9.6835	9.1659	0.0131	0.039	0.0604
O	4.6721	3.4354	19.1621	0.0407	0.0304	-0.0015
O	7.4982	10.062	13.1613	-0.0144	0.0077	-0.1919
O	1.5506	0.3437	17.0391	0.0716	-0.0323	0.0109
O	0.29	5.7048	19.7903	-0.0387	-0.0112	0.2216
O	10.5499	0.0995	16.4183	0.0618	-0.0068	0.013
O	5.3291	-1.827	-1.5634	-0.0542	0.1631	0.0411
O	3.2561	0.0172	15.0436	-0.007	0.0221	-0.0599
O	1.7856	3.8182	14.7841	0.1407	-0.0201	-0.1012
O	8.1419	1.5273	-1.6169	-0.0922	-0.0437	0.3156
O	6.4368	2.3759	17.5142	-0.101	0.0295	0.0338
O	1.1577	3.2244	-4.2216	-0.0416	-0.0252	0.1389
O	9.7392	9.9455	-1.2848	-0.0731	-0.1601	-0.0106
O	7.1528	3.9734	20.0664	-0.0479	-0.0316	0.0351
O	5.9964	-1.4578	18.3568	0.0437	0.0565	0.0843
O	2.8119	1.924	13.2559	0.0353	-0.1197	-0.0271
O	0.1925	8.2576	12.6232	-0.0582	-0.0127	-0.1904
O	1.4378	6.389	11.1037	-0.1724	-0.0601	0.1183
O	10.6667	3.9918	14.5009	-0.061	0.0247	-0.1326
O	12.4238	5.2541	-2.6368	-0.0217	0.0401	0.0979
O	6.7694	3.6649	15.2129	-0.0938	0.0439	-0.0301
O	6.6337	3.9124	10.8661	0.0636	0.1156	-0.2
O	5.4561	6.0745	15.025	-0.0522	-0.0862	-0.028
O	8.3833	1.6576	20.4409	-0.1033	-0.1075	0.0394
O	7.0859	6.4261	16.9481	-0.0632	-0.0401	0.0073
O	10.6388	7.2608	10.3368	-0.4029	-0.273	0.1222
O	3.9604	1.44	17.3337	-0.0536	-0.0351	-0.0253
O	0.1193	7.5495	15.2462	-0.0233	0.0041	-0.1238
O	8.2364	-0.9754	15.5362	-0.0107	-0.0482	-0.0931
O	8.7051	4.4229	12.6934	-0.2366	0.0885	-0.1838
O	6.2341	9.6833	10.91	0.1271	0.073	-0.0221
O	9.7218	6.4859	16.6485	0.0546	-0.0147	0.0335
O	8.5189	8.344	11.481	0.0427	-0.1348	-0.0471
O	8.269	5.9672	10.4513	0.1781	0.4738	-0.0719
O	1.6833	9.6909	-0.7452	-0.119	-0.0548	-0.463
O	7.2891	8.1207	14.927	0.08	0.15	-0.1151
O	10.1504	6.3916	13.4702	-0.0787	0.0202	-0.1139
O	5.3873	5.9528	20.0517	-0.0556	0.1093	0.118
O	9.2936	3.5234	10.4413	-0.2537	0.4406	0.3139
O	9.7268	8.931	14.2088	0.0118	-0.0069	-0.1595
O	5.775	2.8698	-2.6645	-0.0499	0.1383	0.4391
O	0.4009	5.1655	16.5117	-0.0025	-0.0162	-0.031
O	1.51	5.8406	-5.035	-0.0456	-0.0376	0.1621
O	4.3904	3.9095	13.9978	0.0446	-0.0162	-0.0689
O	8.4641	1.6642	16.081	-0.0133	-0.0385	0.0231
O	4.5475	4.0039	16.6059	-0.0001	-0.0142	0.0308
O	2.1134	-0.4072	12.455	-0.1219	-0.0638	-0.2699
O	8.5782	6.085	19.003	-0.0348	0.0865	0.2375
O	8.4935	4.1363	17.155	-0.1208	-0.0611	0.014
O	2.509	4.3638	12.2961	0.2349	-0.0536	0.2904
O	-0.1838	4.4933	12.0454	-0.1532	0.0437	0.0172
O	5.215	8.3279	16.5045	-0.0657	0.0284	0.0094
O	3.6365	-1.2788	17.3651	-0.0409	0.0502	-0.0179
O	8.683	10.9146	10.9355	-0.1146	-0.2963	0.1043
O	6.8451	3.3575	-0.2619	0.2553	0.0351	0.121
O	-1.3543	7.8397	19.965	-0.0189	0.0547	0.1056
O	-0.2183	-0.2896	11.0965	-0.1873	-0.2691	-0.0183
O	0.1122	2.4971	16.3839	0.1114	-0.0661	-0.027
O	7.3166	1.0074	0.8846	0.1508	0.1788	-0.0274
O	0.7583	0.6712	14.5197	0.1657	-0.0351	-0.1338
O	0.3288	7.4653	17.8766	0.0154	0.0367	0.1611

Results
free energy: -105023.865 eV
free energy less fixed offsets of O -569.03, Si -635.61 eV per atom: 9.745 eV
pressure: -1.05 GPa
stress xx, yy, zz, yz, xz, xy (GPa, positive in tension): 0.53, 2.56, 0.06, -0.02, 0.06, -0.03

The program warned: the cutoff lies below the one the program advises for these potential files.
